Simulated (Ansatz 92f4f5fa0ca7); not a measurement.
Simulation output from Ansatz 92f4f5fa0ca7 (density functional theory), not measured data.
Periodic cell of 225 atoms, Si132O91P2, from a study of silicon, its oxide and their interface. The atomic structure is a simulated model.
Doubt: the cutoff is far below the 930 eV that the study's wrapper takes by default for these files, so forces and energies are approximate.

Settings: functional PBE; potential files Ansatz PAW; basis plane waves; wave-function cutoff 580 eV; density cutoff ratio 5; exchange-correlation grid ratio 1; k mesh 1 x 1 x 1, Gamma-centred; self-consistency stop 5e-08 eV per atom in the density residual; occupations fixed; spin none; net charge 0.

Cell vectors (angstrom)
a	10.938	0	0
b	0	10.938	0
c	0	0	31.9494

Atoms and the computed forces on them: element, x, y, z (angstrom), force x, y, z (eV/angstrom)
P	10.7346	-0.0392	24.2882	-0.3709	0.0231	-0.3932
Si	5.1467	0.1931	24.6936	0.1114	-0.0327	-0.0835
Si	2.8208	2.2698	24.5496	-0.1048	0.0297	-0.1807
P	8.4804	2.5633	24.4869	-0.0192	-0.0278	-0.0081
Si	10.6953	5.5634	24.3684	-0.0051	0.0197	0.0116
Si	5.1617	5.6036	24.4384	-0.1018	0.1295	0.2132
Si	2.9897	7.9935	24.4106	0.1242	-0.0949	0.1603
Si	8.4884	7.8952	24.4261	-0.0059	-0.0559	0.0093
Si	1.2794	1.0508	25.8304	0.2398	-0.1346	-0.0059
Si	6.8715	1.4457	25.8005	-0.0563	0.0937	-0.0998
Si	3.9954	3.9959	25.7433	-0.0519	0.125	0.0216
Si	9.6315	3.9786	25.8686	-0.0799	0.0447	-0.0462
Si	1.3365	6.8048	25.6723	0.0711	-0.0214	0.0347
Si	6.8489	6.7339	25.7175	-0.0137	0.0342	0.0577
Si	4.0201	9.5189	25.94	0.0671	-0.0412	0.1057
Si	9.6122	9.5451	25.7597	-0.0077	-0.103	0.2458
Si	2.6505	-0.1373	27.3105	0.043	0.1253	0.0545
Si	8.2067	-0.0122	27.1361	0.0352	-0.052	-0.1726
Si	0.0822	2.6177	27.1985	-0.1807	-0.0022	-0.1771
Si	5.4472	2.7613	27.1514	0.0082	-0.132	0.0924
Si	2.6877	5.4321	27.1034	-0.0267	-0.0049	-0.1008
Si	8.1914	5.393	27.1488	0.0768	-0.0267	-0.0394
Si	0.0449	8.1709	27.1358	-0.2398	0.0234	-0.0615
Si	5.5257	8.1532	27.1484	-0.0356	-0.0643	-0.1011
Si	4.0939	1.3427	28.5069	-0.0617	-0.0379	0.0773
Si	9.5598	1.3357	28.5386	0.0323	0.0275	0.0286
Si	1.397	4.0723	28.5406	-0.0687	0.0025	-0.0745
Si	6.8098	4.093	28.5511	0.0159	-0.0022	-0.0203
Si	4.0978	6.7897	28.4752	0.0242	0.0945	0.0619
Si	9.5713	6.8049	28.467	-0.047	-0.011	0.1354
Si	1.304	9.472	28.6531	0.1113	0.0657	-0.1655
Si	6.8523	9.5516	28.5238	-0.0213	-0.0099	-0.0599
Si	-0.0183	-0.016	29.9301	-0.0461	0.1098	0.0155
Si	5.4744	-0.0104	29.8835	-0.0039	0.0697	0.0185
Si	2.7585	2.7248	29.9014	0.0305	-0.1359	0.0132
Si	8.1921	2.7299	29.8962	0.0532	-0.016	0.0115
Si	-0.0067	5.4521	29.8765	0.007	0.0582	0.0144
Si	5.4547	5.4698	29.8976	0.0192	0.0083	0.0267
Si	2.76	8.157	29.9085	0.0667	-0.0786	0.067
Si	8.2246	8.1891	29.8794	0.0678	-0.0614	-0.0047
Si	1.3673	1.3673	31.2657	0.1116	0.0633	-0.0363
Si	6.8362	1.3673	31.2657	0.0373	-0.055	-0.0366
Si	4.1018	4.1018	31.2657	0.0287	-0.0216	0.0758
Si	9.5708	4.1018	31.2657	-0.0811	-0.0902	-0.0845
Si	1.3673	6.8362	31.2657	0.0503	-0.2592	-0.0302
Si	6.8362	6.8362	31.2657	0.0484	0.0834	-0.1459
Si	4.1018	9.5708	31.2657	0.0693	-0.0828	-0.0914
Si	9.5708	9.5708	31.2657	-0.2116	-0.1903	0.1809
Si	2.7345	0	0.6835	0.0372	0.1087	-0.0045
Si	8.2035	0	0.6835	-0.0163	0.0786	-0.1402
Si	0	2.7345	0.6835	0.0422	0.0846	0.0259
Si	5.469	2.7345	0.6835	-0.0246	0.0757	0.0973
Si	2.7345	5.469	0.6835	-0.0878	-0.0297	-0.0634
Si	8.2035	5.469	0.6835	0.0246	0.1355	-0.0356
Si	0	8.2035	0.6835	-0.001	0.0773	0.1239
Si	5.469	8.2035	0.6835	0.0633	0.1413	0.0987
Si	4.0956	1.3775	2.0637	-0.008	0.0015	0.0118
Si	9.5918	1.3489	2.0403	0.0661	-0.0357	-0.0206
Si	1.351	4.1385	2.0535	-0.0587	0.0255	0.0067
Si	6.8282	4.1348	2.0454	-0.0924	0.0346	-0.0454
Si	4.0862	6.8446	2.0422	0.0036	0.0377	-0.0156
Si	9.5723	6.8381	2.065	0.0241	0.0045	0.0087
Si	1.3627	9.6031	2.0552	-0.0716	-0.017	-0.0269
Si	6.8305	9.6149	2.0453	-0.1096	-0.0002	-0.0017
Si	0.0231	0.0292	3.4754	-0.0143	0.0026	-0.0779
Si	5.4753	0.0312	3.4549	0.029	0.0306	-0.0651
Si	2.6992	2.7665	3.3959	0.1016	-0.0114	0.0317
Si	8.2537	2.7766	3.3228	-0.0718	-0.0344	0.1913
Si	0.0236	5.5139	3.4825	-0.0416	-0.0312	-0.1046
Si	5.4615	5.5232	3.4258	0.0551	-0.0395	-0.0076
Si	2.7247	8.2338	3.3897	0.0519	-0.0056	0.0605
Si	8.2382	8.2916	3.3762	-0.0285	-0.131	0.0667
Si	1.3644	1.4491	4.8371	0.0497	0.0209	0.0491
Si	6.9028	1.4706	4.7202	0.0498	0.0595	-0.0289
Si	4.0481	4.1502	4.7517	-0.0086	-0.0289	-0.016
Si	9.5888	4.0752	4.7749	0.0055	0.0032	0.0008
Si	1.3562	6.9691	4.8383	0.0602	0.0294	0.0304
Si	6.8315	6.985	4.7229	0.0435	0.0603	-0.0285
Si	4.083	9.5684	4.7829	-0.0047	-0.0302	0.008
Si	9.6141	9.5721	4.8343	0.0105	0.0164	0.0375
Si	2.7546	0.0357	6.1294	-0.0332	-0.0195	-0.005
Si	8.2909	0.1176	6.0835	-0.003	0.0124	-0.0115
Si	0.0095	2.7944	6.2971	-0.0258	-0.0159	-0.0043
Si	5.5062	2.8367	6.0599	0.0079	0.0067	-0.0147
Si	2.7489	5.5917	6.1331	-0.0157	-0.0099	-0.0095
Si	8.2469	5.5965	5.9509	0.0002	0.0003	-0.0128
Si	0.043	8.3037	6.3645	-0.0127	-0.014	0.0051
Si	5.4923	8.3009	6.2145	-0.001	-0.0095	-0.012
Si	4.4188	1.1808	7.3155	0.0192	-0.0067	0.0349
Si	9.8058	1.1451	7.6137	0.0168	-0.0103	-0.0006
Si	1.1715	4.4969	7.4918	-0.0027	0.0302	0.0383
Si	6.6351	4.5398	7.2366	-0.0168	-0.0158	0.0064
Si	4.3198	6.7034	7.5318	0.0097	-0.0081	0.0346
Si	9.7235	6.6105	7.4926	0.0122	-0.0105	0.0192
Si	1.2777	9.9368	7.6917	0.0007	0.0247	0.0469
Si	6.7159	9.9641	7.3995	-0.0134	-0.0032	0.0336
O	4.1221	6.8355	24.1203	0.0073	-0.058	-0.1689
O	4.0522	1.2672	24.038	-0.0373	0.0142	0.0078
O	9.5713	6.7203	23.941	-0.0133	0.0157	-0.0832
O	-0.036	5.5365	8.003	0.0187	0.0015	-0.0048
O	5.5685	0.1274	7.9011	-0.0042	-0.0042	-0.012
O	0.0673	0.0843	8.1366	0.0051	0.0002	-0.0046
O	5.5297	5.6093	7.8731	-0.0187	0.0184	0.0014
O	7.5885	3.9427	8.4221	0.0029	0.0109	-0.0036
O	8.729	7.0432	8.7602	-0.0033	-0.0003	-0.0153
O	2.173	9.4517	9.0348	-0.0072	0.0014	-0.0239
O	8.8879	1.6661	8.9172	-0.0047	0.0054	0.0013
O	7.6105	9.4648	8.6982	0.0018	0.0072	-0.0075
O	3.5957	1.8146	8.5857	-0.0012	0.0016	0.0067
O	3.5789	7.2188	8.9387	-0.0043	0.0076	0.0081
O	2.053	4.0023	8.808	-0.0022	-0.0003	-0.017
O	7.8066	3.9067	23.7179	-0.0159	0.1007	-0.0355
O	0.4299	4.9164	22.9786	-0.0058	-0.0447	-0.0102
O	1.9348	2.7535	23.2405	0.0591	-0.0932	0.161
O	5.5716	5.003	22.9516	0.0637	-0.0629	-0.0645
O	5.6374	10.055	23.546	-0.0549	0.0574	0.0592
O	2.6464	8.5747	22.8974	-0.1282	0.1273	-0.0576
O	0.3292	9.6485	23.2607	0.0447	0.0215	0.1002
O	7.8474	8.5911	23.0644	0.0088	0.03	-0.0497
Si	8.6624	7.6934	18.4495	-0.0259	0.0089	0.014
Si	8.7828	6.3532	13.6275	-0.0009	-0.0015	0.0042
Si	3.7954	1.5232	14.7265	0.0016	0.0025	0.0127
Si	2.1408	5.7115	17.6031	0.0096	-0.0566	-0.0075
Si	2.3785	3.126	19.5014	0.0058	0.0378	0.0266
Si	9.8134	9.028	12.081	-0.0014	-0.0004	0.0023
Si	1.4131	9.2629	22.0768	0.1476	0.0117	-0.1305
Si	9.1738	0.9633	13.2033	0.0005	-0.0001	0.0036
Si	1.4085	5.0426	13.0167	0.0053	-0.0056	0.0004
Si	1.7913	8.2426	12.82	0.0029	-0.0011	-0.0009
Si	6.7193	9.5915	22.4381	-0.0161	-0.0168	0.0531
Si	4.542	4.5771	15.7	0.0151	-0.0075	0.0173
Si	8.1999	3.0061	9.5765	-0.0036	-0.0031	0.0027
Si	0.8613	8.2036	19.2401	-0.0504	0.0019	-0.049
Si	6.9793	1.386	21.1292	0.0393	-0.0518	-0.0712
Si	8.2234	8.3099	9.6699	-0.0031	0.0017	0.0021
Si	10.8773	5.1828	15.5952	-0.0118	-0.0172	0.0272
Si	7.567	9.4931	16.3239	0.0066	0.0029	0.0223
Si	9.933	2.0558	20.3203	-0.0043	0.0397	-0.1285
Si	3.2102	8.505	9.9135	0.0149	-0.0055	-0.0074
Si	6.6932	3.3552	17.4425	0.0084	-0.0259	-0.0233
Si	1.1374	0.1716	19.8512	-0.0856	0.0534	-0.1098
Si	3.2276	2.8062	12.2951	0.0086	-0.0039	-0.0008
Si	7.1998	5.4142	19.7154	0.0092	0.0155	-0.0244
Si	5.7451	8.6578	11.5412	0.0021	0.0028	-0.001
Si	5.7849	6.0607	13.1912	0.0023	-0.0047	0.0052
Si	4.6373	9.7177	17.642	0.0197	0.014	0.0125
Si	1.0036	3.5837	22.1986	0.0396	0.0615	0.0469
Si	4.8877	1.5	18.8435	0.013	0.0127	-0.0058
Si	3.184	3.0734	9.5122	0.02	0.0043	-0.0008
Si	6.4541	10.8048	13.7905	0.0044	-0.0008	0.0031
Si	10.3482	0.1144	15.98	-0.003	0.015	0.021
Si	5.6542	3.6459	11.1479	0.0051	0.0031	-0.0048
Si	9.8364	3.8935	11.8962	-0.0009	-0.0043	0.005
Si	2.3425	9.9154	15.5543	0.0012	0.0082	0.0026
Si	6.0918	8.156	19.8271	0.0016	0.007	0.0133
Si	6.8093	4.0831	22.4289	0.1199	-0.0173	-0.0751
Si	9.7663	2.7733	17.3947	-0.0097	-0.0073	0.0416
O	7.1925	6.3714	13.9657	0.0024	0.0005	0.0022
O	1.9016	7.0343	18.6307	-0.0053	0.0281	0.0418
O	10.28	4.0233	16.5285	0.0115	0.0244	-0.0216
O	6.1674	9.9641	17.0605	-0.0015	-0.0048	-0.0039
O	10.1456	0.7091	14.4796	0.0032	-0.0002	-0.0041
O	8.438	6.1175	18.8868	0	-0.0018	0.011
O	5.1681	0.6657	14.4253	0.0004	-0.0024	0.003
O	5.7156	2.0642	17.5658	-0.0042	-0.0034	0.0091
O	8.3387	1.9957	20.5207	-0.027	-0.0011	0.0091
O	1.9762	4.265	18.3844	-0.011	0.0158	-0.0067
O	6.9545	2.7878	10.6333	0	0	0.0025
O	4.8635	2.7016	12.2171	0.0004	-0.0032	-0.0001
O	6.0441	4.3737	16.3431	-0.0087	0.0027	-0.0045
O	4.5527	3.909	9.9345	-0.0016	-0.0007	0.0009
O	10.6622	2.7474	21.6087	-0.0384	-0.0356	0.064
O	9.712	6.1479	14.9683	0.0048	-0.002	-0.0023
O	6.0067	6.5219	19.873	0.0128	-0.0272	0.0216
O	4.0923	0.1797	18.3106	-0.002	-0.0129	-0.0016
O	9.2638	10.5517	12.2817	0.0037	-0.0062	0.0011
O	2.8432	4.3474	12.7078	0.0015	0.0011	0.0008
O	1.8432	10.6418	21.2686	-0.0049	-0.0335	0.1037
O	3.9633	2.7298	19.4091	0.0145	-0.0138	-0.0003
O	0.7287	10.0393	15.9712	0.0089	-0.0083	-0.0015
O	1.262	9.7844	18.8584	0.0194	-0.0188	0.0698
O	1.7026	1.6255	19.3305	0.0112	-0.0458	0.0128
O	8.9392	10.3828	16.5022	-0.0015	-0.0074	-0.0072
O	4.8839	8.608	18.8207	0.0024	-0.0048	0.0047
O	9.566	8.755	10.4887	0.0009	-0.0007	0.0023
O	6.7093	4.121	18.8765	0.0083	0.0205	0.0656
O	2.8381	1.7071	13.4034	-0.0012	-0.0037	-0.0043
O	5.8647	8.8213	21.2888	-0.0181	-0.025	-0.0277
O	2.5342	2.4384	10.8725	-0.0006	-0.0031	-0.0002
O	7.5836	4.8617	21.2094	-0.0148	-0.0228	0.099
O	5.2044	7.4665	12.5501	0.0005	-0.0013	0.0028
O	0.4316	9.06	12.5015	0.0046	-0.0023	0.0013
O	7.5808	1.0477	13.5823	0.0008	-0.0041	0
O	7.1078	9.6218	14.7512	0.0018	-0.0003	-0.0015
O	8.9776	5.0294	12.6881	0.0015	-0.0004	0.0016
O	8.0875	8.0303	16.9232	0.0011	-0.0033	-0.0067
O	6.2985	2.5807	22.0203	-0.0064	0.0008	0.0657
O	2.4529	9.0504	14.1221	0.0015	-0.002	0.0012
O	0.4195	4.4862	11.8423	0.0019	0.0004	0.0034
O	0.8821	8.2036	20.9059	-0.0263	0.0242	0.1294
O	9.3752	3.8202	10.3433	0.0044	0.0024	0.0014
O	9.652	2.3835	12.5335	0.0033	0.003	0.0002
O	7.6389	8.5763	19.4022	0.0062	-0.0065	-0.0042
O	2.5494	8.16	11.3702	-0.0026	0.003	0.0052
O	3.9926	3.0376	15.3694	-0.0011	-0.004	-0.0048
O	0.8018	4.4615	14.4151	0.0006	-0.0013	-0.0008
O	10.1068	2.9955	18.9812	-0.011	-0.0122	-0.0067
O	9.1432	7.8009	12.9471	0.0031	0.0009	0.0001
O	10.485	0.5221	20.1095	0.0252	-0.0327	0.0138
O	6.03	5.0325	11.9239	-0.0007	0.002	0.0038
O	8.1581	2.7449	17.0858	-0.0046	0.0037	-0.0047
O	3.5446	5.4454	16.7205	-0.0031	0.0132	0.0018
O	4.6616	9.1255	10.3875	0.0017	-0.0004	0.0078
O	1.5229	6.6628	13.1833	0.0029	-0.0008	-0.0005
O	4.7676	5.4689	14.337	0.0028	0.005	-0.0068
O	1.9803	3.8579	20.912	0.0345	-0.0025	-0.0298
O	10.5459	1.401	16.9686	0.0066	-0.0089	-0.0145
O	0.9577	6.0401	16.5243	0.0007	0.006	0.0022
O	7.4152	10.9703	21.9151	0.0254	0.0061	0.0227
O	5.9063	0.968	19.9918	0.0112	0.0227	0.0559
O	6.0759	10.013	12.4047	0.0018	0.0008	0.0024
O	2.8464	0.5378	15.602	0.0004	-0.0057	-0.0042
O	7.0486	8.0017	10.7731	-0.0024	0.0004	-0.001
O	10.2559	7.9896	18.6784	0.0307	-0.0076	0.0164
O	3.447	9.2056	16.5985	-0.0068	-0.0049	-0.0062

Results
free energy: -137177.972 eV
free energy less fixed offsets of O -568.88, P -755.39, Si -635.61 eV per atom: 1.408 eV

The program warned: the cutoff lies below the one the program advises for these potential files; the exchange-correlation potential is rough where the density is thin.
